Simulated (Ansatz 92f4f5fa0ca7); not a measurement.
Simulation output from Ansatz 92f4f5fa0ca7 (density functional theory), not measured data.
Periodic cell of 223 atoms, Si132O89H2, from a study of silicon, its oxide and their interface. The atomic structure is a simulated model.
Doubt: the cutoff is far below the 930 eV that the study's wrapper takes by default for these files, so forces and energies are approximate.
This geometry differs little from another in the collection (a relaxation step or a small displacement).

Settings
functional: PBE
potential files: Ansatz PAW
basis: plane waves
wave-function cutoff: 580 eV
density cutoff ratio: 5
exchange-correlation grid ratio: 1
k mesh: 1 x 1 x 1, Gamma-centred
self-consistency stop: 5e-08 eV per atom in the density residual
occupations: fixed
spin: none
net charge: 0

Cell vectors (angstrom)
a  10.938  0  0
b  0  10.938  0
c  0  0  32.63

Atoms and the computed forces on them: element, x, y, z (angstrom), force x, y, z (eV/angstrom)
Si  -0.2238  0.3115  25.2341  0.0265  -0.0312  0.0537
Si  5.7445  -0.2475  25.2194  -0.0209  0.0362  0.0445
Si  2.4927  3.0212  25.1238  0.028  -0.0231  0.0438
Si  8.4955  2.5302  25.1891  -0.0265  0.015  0.0229
Si  0.26  5.2614  25.0868  -0.0141  0.0253  0.0216
Si  5.2633  5.7419  25.1133  0.0218  -0.0299  0.0298
Si  3.0348  7.9766  25.1508  -0.029  0.0275  0.0396
Si  7.965  8.469  25.1814  0.0402  -0.0151  0.0387
Si  1.3773  1.4458  26.5088  0.0134  -0.0128  -0.0008
Si  6.8832  1.3767  26.4839  -0.0218  0.02  -0.0069
Si  4.102  4.1492  26.4334  0.0189  -0.0213  -0.0017
Si  9.6316  4.1283  26.4757  -0.0196  0.0212  0.0072
Si  1.4078  6.8333  26.4341  -0.0197  0.0242  0.0009
Si  6.828  6.8664  26.4827  0.0184  -0.0205  0.0042
Si  4.1434  9.5523  26.5128  -0.0183  0.0146  0.0041
Si  9.5669  9.6104  26.4852  0.0193  -0.0183  -0.0117
Si  2.7362  0.0069  27.8282  0.0006  -0.0017  -0.0052
Si  8.2058  0.005  27.879  0.0014  -0.0011  0.023
Si  0.0006  2.7595  27.887  0.0047  -0.0076  0.0209
Si  5.4628  2.7459  27.8074  -0.0028  0.0002  -0.0014
Si  2.7369  5.4723  27.8502  -0.0013  -0.0026  0.0221
Si  8.2081  5.473  27.8208  -0.0009  -0.0003  -0.0038
Si  0.0097  8.2001  27.8077  -0.0015  -0.0029  -0.0016
Si  5.4769  8.1928  27.8899  -0.0041  0.0077  0.0193
Si  4.1018  1.3673  29.2117  0.0538  0.063  -0.1864
Si  9.5708  1.3673  29.2117  0.0226  0.0553  0.2625
Si  1.3673  4.1018  29.2117  0.12  0.1564  0.2819
Si  6.8362  4.1018  29.2117  -0.0195  -0.0042  -0.2335
Si  4.1018  6.8362  29.2117  -0.0797  -0.0933  0.2458
Si  9.5708  6.8362  29.2117  0.06  0.0403  -0.2131
Si  1.3673  9.5708  29.2117  -0.02  -0.019  -0.2048
Si  6.8362  9.5708  29.2117  0.0321  0.0191  0.3021
Si  0  0  30.579  -0.0167  0.041  -0.0116
Si  5.469  0  30.579  0.0369  -0.0102  -0.0091
Si  2.7345  2.7345  30.579  -0.0168  0.0433  -0.014
Si  8.2035  2.7345  30.579  0.0307  -0.0313  -0.0074
Si  0  5.469  30.579  0.0545  -0.0056  -0.008
Si  5.469  5.469  30.579  -0.0297  0.0248  -0.0101
Si  2.7345  8.2035  30.579  0.0467  -0.0221  -0.0092
Si  8.2035  8.2035  30.579  0.0028  0.0528  -0.0119
Si  1.3673  1.3673  31.9462  0.0321  -0.0156  -0.0101
Si  6.8362  1.3673  31.9462  -0.0223  0.0179  -0.0196
Si  4.1018  4.1018  31.9462  0.0297  -0.0328  -0.0126
Si  9.5708  4.1018  31.9462  -0.0085  0.0309  -0.0303
Si  1.3673  6.8362  31.9462  -0.0479  0.0205  -0.0205
Si  6.8362  6.8362  31.9462  0.0103  -0.0231  -0.0147
Si  4.1018  9.5708  31.9462  -0.0327  0.0125  -0.0199
Si  9.5708  9.5708  31.9462  0.0064  -0.0281  -0.0102
Si  2.7345  0  0.6835  0.0181  -0.0013  0.026
Si  8.2035  0  0.6835  -0.0013  0.024  0.0228
Si  0  2.7345  0.6835  -0.0533  0.0291  0
Si  5.469  2.7345  0.6835  0.0174  -0.0091  0.0287
Si  2.7345  5.469  0.6835  0.002  0.0095  0.0195
Si  8.2035  5.469  0.6835  0.0337  -0.0371  0.0174
Si  0  8.2035  0.6835  0.0249  -0.0066  0.03
Si  5.469  8.2035  0.6835  -0.0095  0.0114  0.0042
Si  4.1018  1.3673  2.0507  -0.0769  -0.007  0.0022
Si  9.5708  1.3673  2.0507  0.0606  0.0058  0.0011
Si  1.3673  4.1018  2.0507  -0.0174  -0.0538  0.0079
Si  6.8362  4.1018  2.0507  -0.0299  0.0366  -0.0044
Si  4.1018  6.8362  2.0507  0.0599  0.0064  0.0093
Si  9.5708  6.8362  2.0507  -0.0465  -0.0058  0.0059
Si  1.3673  9.5708  2.0507  -0.0221  -0.0044  0.0182
Si  6.8362  9.5708  2.0507  -0.029  -0.0701  0.0172
Si  0  0  3.418  -0.0702  0.152  -0.109
Si  5.469  0  3.418  -0.1302  -0.1623  0.2338
Si  2.7345  2.7345  3.418  -0.1755  -0.321  -0.2703
Si  8.2035  2.7345  3.418  -0.0197  -0.0907  0.1149
Si  0  5.469  3.418  -0.0391  0.0038  0.0577
Si  5.469  5.469  3.418  0.2142  0.1308  -0.3856
Si  2.7345  8.2035  3.418  0.1205  0.194  0.0623
Si  8.2035  8.2035  3.418  -0.0509  -0.0878  -0.0774
Si  1.369  1.3448  4.8011  0.0028  -0.0002  -0.0152
Si  6.8386  1.3392  4.8  -0.0004  0.0065  -0.0189
Si  4.1121  4.0886  4.6976  -0.0038  0.0055  -0.0228
Si  9.573  4.0911  4.7926  0.0052  -0.0079  -0.003
Si  1.3664  6.8576  4.7706  -0.0035  -0.0027  -0.0169
Si  6.8378  6.8234  4.7875  0.004  -0.0085  -0.011
Si  4.0865  9.5697  4.8484  0.0066  -0.0012  -0.0031
Si  9.5424  9.5961  4.7645  0.0002  0.0016  -0.0232
Si  2.6889  -0.0305  6.2624  0.0144  -0.0039  0.0078
Si  8.1309  -0.0694  6.2102  -0.0071  0.0169  0.0064
Si  -0.0322  2.6987  6.1595  -0.0213  -0.0006  0.0004
Si  5.4161  2.7112  6.0758  0.0046  -0.0175  0.0133
Si  2.7547  5.4406  6.0282  0.005  0.0131  0.0138
Si  8.2087  5.4399  6.1647  0.0146  0.019  0.0111
Si  0.0152  8.2656  6.1034  0.0136  -0.0096  0.0217
Si  5.4324  8.1398  6.1977  -0.0254  0.0088  0.0001
Si  3.7907  1.6893  7.4436  0.0081  -0.0215  -0.0375
Si  9.7561  1.0713  7.4532  -0.0014  0.043  -0.0232
Si  1.5845  3.935  7.3489  -0.0289  0.0028  -0.0143
Si  6.5868  4.2303  7.3986  0.0244  -0.0106  -0.0127
Si  4.3349  6.4423  7.4407  -0.0068  0.0094  -0.0359
Si  9.3729  7.1232  7.3555  0.0058  -0.0583  -0.0482
Si  1.0633  9.7686  7.6213  0.0128  -0.0046  -0.0472
Si  7.0086  9.2195  7.5647  -0.0088  0.0019  -0.0247
O  1.3644  4.1205  24.5907  -0.0049  0.0068  -0.0266
O  6.8457  9.58  24.6664  0.0029  -0.004  -0.0363
O  2.671  2.8197  7.8892  0.0051  0.0045  0.0235
O  8.227  8.1688  7.8815  -0.0133  0.0141  0.0171
O  5.5056  5.369  7.885  -0.0084  0.0081  0.0168
O  -0.0513  -0.0066  7.9763  -0.0016  -0.0102  0.0192
O  4.1422  6.8615  24.6113  0.0043  -0.0041  -0.0283
O  9.5931  1.3975  24.6705  -0.0118  0.009  -0.0362
O  1.4736  9.1078  9.0907  0.0147  -0.0132  0.0517
O  1.1095  4.814  8.6621  0.005  0.0095  0.0097
O  9.0512  1.6487  8.8207  -0.006  -0.0064  0.0095
O  6.3682  9.4832  9.0685  -0.0112  0.0094  0.0419
O  4.4367  1.226  8.8794  0.0031  -0.008  0.0303
O  3.6308  6.8283  8.8626  -0.0072  0.0025  0.0343
O  7.08  3.4423  8.7665  -0.0036  -0.0084  0.0074
O  10.1705  6.7323  8.7418  0.013  0.0046  0.0279
O  3.1778  2.3528  23.7817  0.0112  -0.0105  -0.021
O  5.0412  0.4253  23.9023  -0.0083  0.0088  -0.0192
O  7.8769  3.2454  23.8456  -0.0048  0.0069  -0.0042
O  10.547  5.9423  23.7256  -0.0094  0.0096  -0.011
O  8.6167  7.7902  23.8354  0.0064  -0.0077  -0.016
O  2.3853  8.6802  23.8124  -0.0106  0.0111  -0.0192
O  5.9491  5.0964  23.7562  0.0088  -0.0082  -0.0159
O  0.5228  10.6094  23.926  0.0091  -0.0103  -0.0244
Si  2.1627  9.4392  10.5435  -0.0092  -0.0132  -0.0022
Si  2.926  14.043  12.2522  0.0048  -0.0043  0.0119
Si  5.2744  5.0456  12.2758  -0.0029  -0.0025  0.005
Si  3.9095  1.1348  22.9785  -0.0143  -0.0087  -0.0122
Si  8.0891  7.3313  16.8811  -0.0018  -0.0029  -0.0053
Si  7.6606  3.1441  12.2954  0.0143  0.0042  -0.0058
Si  -3.1219  12.3865  16.5714  0.0038  0  0.0018
Si  12.8448  12.1738  14.5361  -0.0019  0.0073  -0.0011
Si  1.2429  5.2167  11.7031  -0.0108  0.0127  0.0073
Si  8.262  11.2196  12.4333  -0.0054  0.0007  0.004
Si  5.8588  3.3579  18.0464  -0.0041  -0.0003  0.0058
Si  3.7343  10.1404  17.7813  -0.0018  0.0019  0.0008
Si  12.2646  9.392  13.4535  -0.0045  -0.005  -0.0093
Si  3.6241  6.9226  10.4829  -0.0025  0.0087  -0.0032
Si  6.4808  9.9197  10.6299  -0.0168  0.0023  -0.0068
Si  1.6665  9.9054  23.0158  0.0141  0.0105  -0.0134
Si  3.9338  4.5123  15.9677  0.0002  -0.0101  -0.0064
Si  3.9213  10.0845  14.7209  0.0007  -0.0048  -0.0047
Si  5.912  6.5249  14.9145  0.0015  -0.001  -0.0034
Si  7.1677  4.3879  22.9248  0.0093  0.0101  -0.0115
Si  11.8423  4.8725  14.8507  -0.0001  0.0004  -0.0017
Si  8.5472  3.0829  9.3827  0.0013  0.0059  -0.0046
Si  6.8189  9.9872  17.9577  0.0009  0.0032  -0.003
Si  8.4642  0.2874  20.4357  -0.0004  -0.0037  -0.0047
Si  10.8343  7.694  15.6836  0.0007  -0.0011  -0.0014
Si  1.0223  9.1064  18.2128  -0.0018  -0.0026  0.0087
Si  4.0461  0.8594  10.4152  0.0108  0.0019  -0.0036
Si  9.1434  3.4176  14.9482  0.0037  0.0023  -0.0022
Si  6.06  2.2075  20.981  -0.0041  0.0059  -0.007
Si  9.3324  6.6673  22.8952  -0.0052  -0.0115  -0.0117
Si  10.4705  8.8707  20.9817  -0.0018  -0.0071  -0.0079
Si  10.6404  5.3015  9.324  -0.0113  -0.0083  -0.0208
Si  -2.3854  4.7104  17.8575  -0.0004  0.0016  -0.0051
Si  1.4031  1.0478  17.5045  0.0032  0  -0.0034
Si  9.9693  13.2356  18.7878  -0.0032  0.001  -0.0138
Si  6.4015  -1.694  13.378  -0.0037  -0.0013  -0.0004
O  9.6032  14.8355  18.8312  -0.0005  0  0.0044
O  4.4602  4.045  17.4932  -0.0011  0.0018  0.0074
O  13.1899  6.3348  11.1116  -0.0004  -0.0041  -0.0037
O  7.8328  -0.9004  13.5153  -0.0006  0.0006  -0.0003
O  3.8509  4.3737  12.6998  -0.0003  0.0007  -0.004
O  8.5849  12.8099  15.188  -0.0023  0.0008  0.0035
O  9.5832  12.4011  20.1365  0.0018  0.0038  0.0057
O  5.2872  10.956  10.9754  0.0064  -0.0054  -0.0057
O  -8.8405  13.4074  13.5124  -0.0003  -0.0039  -0.0023
O  -0.1869  5.4289  10.9457  0.0064  0.0011  0.0156
O  6.468  2.3745  16.8551  0.0048  -0.0054  0.0036
O  8.2465  5.525  22.4496  0  0.0012  0.0158
O  2.6285  10.9965  10.5077  -0.0013  -0.0003  -0.0066
O  0.5652  10.5966  17.7041  0.0014  0.0039  0.0034
O  -3.713  10.8639  16.6209  -0.0008  -0.0009  0.0001
O  11.2376  8.4435  14.2819  -0.0006  -0.0025  0.0055
O  8.9879  1.6298  17.6764  -0.0091  -0.0007  -0.0022
O  11.7794  8.1261  16.9345  -0.0052  -0.0022  -0.0024
O  2.784  0.047  22.5217  0.0006  -0.0007  0.0168
O  1.1605  9.2058  11.8367  -0.0014  -0.0002  0.0041
O  6.5667  3.6299  21.614  -0.0085  -0.0183  -0.0015
O  8.8102  6.319  17.9564  0.0007  -0.0001  0.0041
O  -3.7888  8.4279  17.632  0.0008  0  0.0022
O  4.0121  9.5637  16.2653  0.0024  0.0012  -0.0031
O  0.913  -1.629  21.7183  -0.0133  -0.0057  0.0028
O  7.9103  10.6496  10.9232  0.0044  0.0006  -0.0025
O  3.872  13.0602  11.4068  -0.0058  0.0072  0.0012
O  7.3071  1.6043  12.6863  -0.0019  -0.0055  -0.0014
O  12.1909  12.548  15.9773  -0.0035  -0.0033  -0.0003
O  11.0354  6.0917  15.5616  -0.0002  0.0011  0.0015
O  2.2984  4.5764  15.7002  -0.0024  0.0019  0.0005
O  1.7462  14.6517  11.3089  0.0043  -0.0065  -0.0075
O  0.9944  10.9725  13.8519  0.0011  0.0019  -0.001
O  9.2638  8.0437  15.9932  0.0029  -0.0011  0.0025
O  6.0738  8.0709  14.4483  -0.0008  -0.0068  0.0012
O  6.3311  3.9273  11.7692  -0.0038  0.0014  -0.0024
O  6.0464  5.6917  13.5428  0.0019  0.0028  0.0062
O  9.9164  7.4459  21.5787  0.0074  0.019  0.0002
O  4.5858  14.3096  14.9928  0.0001  -0.0024  0.0056
O  0.637  13.0801  18.4577  0.0005  -0.0026  0.0062
O  8.7205  4.2158  16.3053  0.0013  0.0002  0.0013
O  8.4156  -7.0448  13.5576  -0.0022  -0.0032  0.0026
O  -3.161  -0.4452  19.1576  -0.0059  -0.0026  0.0019
O  3.3816  11.6046  14.8223  0.0001  -0.0011  0.003
O  7.1377  6.3638  15.9665  -0.0062  0.0007  -0.001
O  4.5253  16.966  15.6451  0.0024  0.0045  0.002
O  4.665  1.7216  21.668  0.0152  0.0073  0.0029
O  5.6779  2.4695  19.4047  0.0043  0.0076  -0.0089
O  5.2422  10.1728  18.4274  0.0042  -0.0021  0.0048
O  1.1718  5.3738  13.3197  -0.0015  -0.0033  0.0044
O  4.925  6.1808  11.1403  0.0039  -0.0061  -0.0028
O  6.3034  8.7574  11.8028  0.0014  -0.006  0.0055
O  2.6465  9.1583  18.5541  -0.0019  -0.0015  0.0058
O  9.2968  10.0184  21.1814  0.0049  -0.0025  0.0086
O  7.2191  1.0477  21.2011  0.0009  0.0027  0.0076
O  5.2507  10.3019  13.8367  0.0017  0.0009  0.0005
O  10.7678  3.618  14.811  -0.0089  -0.0006  0.0023
O  2.8663  -1.8307  13.925  0.0008  0.0021  0.0032
O  10.9576  8.6608  19.4227  0.0063  0.0041  -0.0015
O  3.5108  8.5304  10.7757  0.0001  -0.002  -0.0053
O  9.5451  4.2253  8.8132  0.0025  -0.0006  0.0053
O  8.6358  3.1148  10.9905  -0.0057  -0.0001  0.0204
O  7.0105  4.4695  18.352  0.0021  -0.0021  0.0058
O  2.9954  0.6992  17.812  -0.0031  -0.0004  0.001
H  5.1749  13.6837  15.4547  -0.0008  0.0019  -0.0022
O  9.8067  11.6556  12.4393  -0.0024  0.0142  -0.0074
H  10.4747  11.3891  13.1025  0.0089  -0.0143  0.0073

Results
free energy: -134563.092 eV
free energy less fixed offsets of H -15.97, O -568.88, Si -635.61 eV per atom: -0.312 eV

The program warned: the cutoff lies below the one the program advises for these potential files; the forces do not sum to zero within the program's tolerance; the exchange-correlation potential is rough where the density is thin.
